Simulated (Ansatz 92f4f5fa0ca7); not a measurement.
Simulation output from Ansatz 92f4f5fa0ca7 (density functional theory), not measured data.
Periodic cell of 152 atoms, Si88O64, from a study of silicon, its oxide and their interface. The atomic structure is a simulated model.

Settings: functional r2SCAN; potential files Ansatz norm-conserving; basis plane waves; wave-function cutoff 1300 eV; density cutoff ratio 4; exchange-correlation grid ratio 1; k mesh 2 x 2 x 1, shifted by 0.5 0.5 0.5 of a step; self-consistency stop 5e-10 eV per atom in the density residual; occupations Fermi-Dirac, 0.05 eV; spin none; net charge 0.

Cell vectors (angstrom)
a, 10.9254, 0.0232, 0.0712
b, 0.0232, 10.7927, 0.0088
c, 0.1354, 0.0167, 21.566

Atoms: element, x, y, z (angstrom)
Si, 2.8821, 5.7135, 8.256
Si, 6.4646, 4.7072, 9.0024
Si, 5.7616, 5.1702, 17.0401
Si, 9.3061, 4.0689, 20.0719
Si, 10.1385, 10.442, 14.2377
Si, 10.2644, 2.1068, 7.9999
Si, 1.2558, 1.2442, 1.1441
Si, 10.1378, 8.7107, 16.7257
Si, 3.8565, 9.3935, 1.3263
Si, 9.057, 3.0533, 1.3252
Si, 2.155, 10.2062, 8.2123
Si, 3.5385, 1.6137, 13.4288
Si, 10.7407, 10.2908, 20.7759
Si, 5.8897, 8.6071, 14.5664
Si, 3.3257, 2.0915, 20.4319
Si, 5.2897, 5.7511, 13.9588
Si, 2.6746, 0.0956, 2.5973
Si, 10.8622, 2.49, 2.6816
Si, 2.6193, 5.1779, 2.5748
Si, 10.7428, 8.182, 2.8716
Si, 8.1157, 10.6477, 2.9143
Si, 5.4283, 2.6512, 2.436
Si, 8.1138, 5.5522, 2.8307
Si, 5.2881, 8.1759, 2.681
Si, 4.0607, 1.3536, 4.047
Si, 1.2629, 3.9002, 3.9804
Si, 4.0335, 6.5748, 3.8868
Si, 1.3711, 9.4678, 3.9653
Si, 9.5105, 1.2579, 4.1427
Si, 6.6046, 4.1136, 3.8924
Si, 9.5546, 6.6814, 4.2838
Si, 6.6563, 9.354, 4.2364
Si, 10.9806, 10.788, 5.4368
Si, 2.5815, 2.6062, 5.4822
Si, 10.9563, 5.2893, 5.537
Si, 2.734, 8.0129, 5.2964
Si, 5.3421, 10.7574, 5.6028
Si, 8.0123, 2.7783, 5.2879
Si, 5.2674, 5.2716, 5.4388
Si, 8.0513, 7.9861, 5.6155
Si, 1.2614, 1.19, 6.9092
Si, 3.8534, 4.0146, 6.8895
Si, 1.4065, 6.7207, 6.7372
Si, 3.918, 9.2908, 6.9253
Si, 6.6991, 1.4978, 6.7772
Si, 9.4721, 3.9322, 6.7613
Si, 6.6148, 6.5815, 6.9012
Si, 9.5444, 9.4603, 6.6682
Si, 1.2553, 4.9047, 11.0663
Si, 3.157, 10.3546, 11.2372
Si, 8.2677, 6.794, 20.7615
Si, 4.8805, 5.184, 19.9675
Si, 5.374, 2.8287, 8.1809
Si, 0.1716, 6.3835, 19.7283
Si, 7.278, 7.8922, 17.0611
Si, 6.6319, 2.2096, 16.5156
Si, 3.1229, 9.0092, 15.6451
Si, 10.1012, 2.7373, 10.2178
Si, 0.7018, 4.311, 15.5419
Si, 1.5097, 7.0048, 1.8683
Si, 8.2402, 4.2101, 10.3716
Si, 0.9233, 7.2027, 16.7952
Si, 1.5015, 8.7612, 13.0138
Si, 4.3116, 3.5289, 0.4102
Si, 0.3864, 8.5029, 7.875
Si, 4.6777, 7.3769, 8.2175
Si, 7.2343, 1.5079, 1.5385
Si, 7.7051, 0.1588, 20.4054
Si, 9.1283, 9.1094, 1.5016
Si, 2.1857, 2.3471, 17.5322
Si, 3.5478, 1.3079, 15.8449
Si, 8.491, 0.4291, 7.8393
Si, 7.7361, 5.636, 12.1424
Si, 2.5819, 4.4673, 12.9257
Si, 6.4078, 7.0888, 9.8051
Si, 7.7117, 8.75, 8.7455
Si, 10.6145, 6.5342, 11.9459
Si, 7.68, 7.2796, 1.3796
Si, 8.6582, 1.0795, 12.1863
Si, 9.6407, 7.5384, 9.1914
Si, 5.817, 0.1074, 12.3936
Si, 8.5773, 1.5221, 18.7364
Si, 4.3147, 9.8015, 20.5885
Si, 8.5453, 5.5435, 8.2549
Si, 2.7774, 7.4665, 20.8465
Si, 10.6873, 0.448, 18.6013
Si, 6.4521, 9.1587, 19.5931
Si, 9.2316, 2.4459, 14.7159
O, 0.9119, 6.7613, 18.3631
O, 2.38, 7.9536, 16.6325
O, 2.7311, 0.5953, 12.4134
O, 10.0622, 7.5318, 10.7765
O, 3.9058, 6.3763, 20.5323
O, 1.0186, 1.3206, 18.0479
O, 8.865, 4.6489, 1.6257
O, 10.6306, 9.952, 17.6417
O, 9.7351, 9.2723, 15.26
O, 10.7271, 4.8361, 19.8302
O, 7.8868, 10.3655, 9.1914
O, 3.1438, 4.4275, 1.1806
O, 8.9084, 2.4273, 13.1063
O, 6.3925, 3.6903, 17.1427
O, 7.1742, 8.2865, 15.485
O, 0.6225, 10.052, 13.4709
O, 6.02, 7.516, 1.3217
O, 3.8699, 5.4189, 13.2549
O, 3.049, 8.8268, 20.0186
O, 2.315, 8.9998, 11.6183
O, 7.1387, 0.7652, 11.7123
O, 8.8699, 3.1481, 18.8173
O, 3.998, 0.5959, 20.1931
O, 0.5876, 7.4342, 12.8951
O, 4.7227, 8.8558, 15.6556
O, 7.7323, 2.4148, 15.3307
O, 9.535, 3.0144, 21.2796
O, 10.1184, 1.0892, 15.0173
O, 10.1501, 3.6857, 15.2479
O, 2.6266, 8.59, 14.1589
O, 3.2724, 3.0241, 12.7039
O, 1.9307, 1.9613, 21.3082
O, 6.9709, 6.9071, 11.3644
O, 3.0058, 2.7403, 18.9351
O, 6.6484, 5.0949, 13.2817
O, 9.2263, 6.0421, 12.7529
O, 6.733, 0.874, 0.0483
O, 6.2193, 9.8044, 13.5396
O, 1.3094, 6.7787, 20.8513
O, 9.6909, 1.3062, 10.9558
O, 6.4061, 8.9561, 17.952
O, 5.2005, 1.5229, 16.1327
O, 5.1291, 1.353, 13.1541
O, 4.7201, 5.2685, 18.3096
O, 2.6357, 7.9516, 0.9122
O, 7.104, 7.7213, 20.0892
O, 2.1179, 5.3457, 9.7105
O, 0.2722, 0.0685, 0.5151
O, 6.8599, 6.3419, 17.2884
O, 2.6949, 10.7285, 9.7226
O, 9.7581, 7.2487, 20.1795
O, 1.6225, 4.2244, 14.2218
O, 0.5862, 5.8878, 15.9011
O, 8.8399, 8.0202, 17.4304
O, 9.0948, 10.213, 21.1164
O, 1.4112, 3.592, 16.8112
O, 9.0583, 10.5444, 13.0457
O, 5.4681, 7.3292, 13.6973
O, 0.467, 3.4458, 10.8516
O, 7.4058, 1.2791, 17.6022
O, 8.1513, 5.1908, 20.349
O, 2.9068, 10.5742, 16.0242
O, 4.8035, 10.2384, 11.3094
O, 5.1398, 5.3615, 15.5425

Results
free energy: -40044.412 eV
free energy less fixed offsets of O -463.61, Si -117.95 eV per atom: 6.228 eV
pressure: -1.01 GPa
stress xx, yy, zz, yz, xz, xy (GPa, positive in tension): 1.16, 0.53, 1.34, 0.25, -0.07, 1.75

Forces (eV/angstrom), in the order of the atoms: element, x, y, z
Si, -0.1553, 0.1736, -0.1148
Si, -0.7351, -0.4389, 0.6497
Si, 0.2203, 0.0679, 0.1684
Si, 0.0656, 0.0523, 0.0365
Si, 0.0181, -0.0278, -0.1461
Si, -0.1423, -0.1142, 0.0417
Si, -0.4474, -0.3245, -0.2243
Si, -0.287, 0.3852, 0.1082
Si, -0.2829, -0.2846, 0.5935
Si, 0.5022, 0.2094, 0.0097
Si, 0.2391, 0.249, 0.3541
Si, 0.2583, 0.1286, -0.9471
Si, 0.5032, -1.4294, 0.7884
Si, 0.2877, 0.011, -0.3867
Si, -0.5542, -0.4052, 0.3805
Si, 0.1243, 0.0578, -0.5347
Si, -0.0372, 0.088, 0.0525
Si, -0.1036, 0.2527, -0.0786
Si, 0.3359, -0.1469, -0.2073
Si, 0.0001, -0.1565, 0.4153
Si, 0.1568, 0.0296, 0.1949
Si, -0.2288, -0.0914, 0.0398
Si, 0.6661, -0.1829, -0.2552
Si, -0.2436, -0.2604, -0.2243
Si, 0.102, -0.1094, 0.0976
Si, -0.2854, -0.1177, 0.1544
Si, 0.1058, 0.3464, 0.2801
Si, 0.0581, -0.0327, 0.1732
Si, 0.0666, 0.2338, 0.0487
Si, -0.0856, -0.1099, 0.2847
Si, 0.0755, -0.1894, -0.01
Si, 0.2104, -0.0002, -0.169
Si, -0.1508, 0.0174, -0.3312
Si, 0.0593, -0.0124, -0.0315
Si, -0.0633, 0.1053, -0.0245
Si, -0.0496, 0.0022, -0.3765
Si, -0.2341, 0.0134, 0.0395
Si, 0.1154, -0.2311, -0.2839
Si, 0.0111, -0.0061, -0.048
Si, -0.0144, 0.0151, -0.4235
Si, -0.0576, 0.0903, -0.1278
Si, 0.2566, -0.0801, -0.3485
Si, -0.1127, 0.0491, -0.1596
Si, 0.2922, -0.1875, -0.064
Si, 0.1535, 0.0477, -0.3466
Si, 0.0451, 0.3514, -0.0473
Si, 0.0691, 0.2129, 0.2777
Si, -0.0021, -0.0967, 0.0347
Si, -0.1846, -0.3284, -0.7563
Si, 0.0707, -0.2256, -0.4243
Si, 0.4854, -0.345, -0.2302
Si, 0.5796, 0.669, -0.4215
Si, -0.3657, -0.0484, 0.3914
Si, 0.0681, 0.5005, 0.5242
Si, -0.1766, 0.1237, -0.4945
Si, 0.4288, 0.1754, 0.1093
Si, 0.0161, -0.2979, -0.3826
Si, -0.3677, -0.1197, -0.0164
Si, -0.4497, 0.1432, -0.3407
Si, -0.5325, -0.2642, 0.2925
Si, -0.0732, 0.0519, -0.4869
Si, 0.1673, -0.129, 0.2337
Si, 0.236, 0.2879, -0.1628
Si, 0.3792, 0.09, 0.6087
Si, 0.0369, -0.1625, -0.015
Si, 0.0221, -0.0295, 0.237
Si, -0.4097, -0.0365, -0.1647
Si, 0.5296, 0.3016, 0.3834
Si, 0.2812, -0.046, 0.1006
Si, -0.336, -0.2761, 0.4909
Si, 0.2472, -0.2266, -0.0286
Si, -0.2141, -0.4231, 0.7905
Si, -0.1516, 0.4606, -0.4793
Si, 1.0123, -0.415, 0.3524
Si, -0.0983, -0.489, 0.2174
Si, 0.4815, 0.1112, -0.1912
Si, -1.0287, 0.5158, -0.0779
Si, -0.4405, 0.1194, -0.2611
Si, -0.116, -0.2157, -0.4121
Si, -0.1693, 0.2643, -0.1442
Si, 0.3766, 0.0636, -0.2566
Si, 0.0438, -0.0221, -0.4575
Si, 0.0148, 0.3498, -0.7463
Si, 1.0535, 0.3061, 0.0665
Si, -0.8108, -0.2113, 0.023
Si, -0.0169, 0.6456, -0.1487
Si, -0.2822, -0.2833, -0.1907
Si, 0.0312, -0.0501, -0.2134
O, -0.1287, -0.0559, -0.1805
O, -0.1524, -0.0438, -0.1497
O, 0.1464, 0.0988, 0.352
O, 0.2301, -0.5075, 0.4449
O, -0.0807, 0.0055, -0.0751
O, 0.6628, 0.3656, -0.3125
O, -0.4638, -0.0571, 0.3621
O, -0.0366, -0.3574, -0.1414
O, 0.1576, -0.0051, 0.1914
O, -0.2096, -0.0823, -0.1112
O, 0.0979, 0.3401, -0.2892
O, -0.2226, -0.0153, 0.0843
O, 0.0326, -0.1769, 0.2429
O, -0.1671, -0.1628, -0.1995
O, -0.1756, -0.1265, 0.4088
O, -0.0628, -0.2016, 0.1325
O, 0.6673, 0.2213, 0.3601
O, -0.1254, -0.0654, 0.078
O, 0.3223, 0.2033, 0.2865
O, -0.0523, 0.0833, 0.2269
O, 0.0387, 0.0151, 0.2349
O, -0.0685, -0.1158, 0.0791
O, -0.1273, -0.252, -0.0505
O, -0.0358, -0.0952, 0.0536
O, -0.1782, 0.0697, -0.0054
O, -0.0774, -0.1254, 0.2292
O, -0.1825, 0.0529, -0.1261
O, -0.1153, -0.0127, -0.1163
O, 0.2972, 0.017, 0.1243
O, -0.0675, 0.1631, 0.2739
O, -0.1857, 0.1035, 0.2586
O, 0.3743, -0.0198, -0.153
O, -0.0365, -0.3202, 0.4721
O, -0.1007, -0.2339, 0.035
O, 0.0605, 0.2153, 0.0694
O, 0.1384, 0.1646, 0.0713
O, 0.1463, -0.0302, 0.2382
O, -0.2226, -0.0673, 0.1445
O, 0.2178, -0.0477, -0.5843
O, 0.0816, 0.3664, 0.1352
O, 0.1549, -0.2434, 0.3518
O, -0.4392, -0.0786, -0.0492
O, -0.3691, -0.2592, 0.2413
O, -0.2163, 0.0345, -0.0654
O, 0.6351, 0.3448, -0.4818
O, -0.1763, 0.0861, -0.3077
O, -0.2222, -0.1689, 0.3561
O, 0.4, 0.8438, 0.2591
O, -0.1935, 0.0066, -0.1055
O, -0.1909, -0.3529, -0.1524
O, -0.2954, -0.4837, -0.124
O, -0.1677, 0.1563, 0.1574
O, 0.2046, 0.0074, 0.0932
O, 0.277, 0.142, -0.0673
O, -1.4657, 0.6876, -0.6278
O, 0.0778, -0.056, 0.0842
O, 0.1654, 0.2579, 0.1737
O, -0.0053, 0.0402, 0.3515
O, 0.3402, 0.3932, -0.0203
O, -0.2996, 0.2732, -0.1247
O, 0.194, 0.1634, -0.2238
O, 0.2579, 0.1346, 0.0492
O, -0.1911, 0.112, 0.3101
O, 0.0666, -0.0406, 0.1915
